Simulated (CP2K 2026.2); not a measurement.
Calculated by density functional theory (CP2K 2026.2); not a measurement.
Periodic cell of 500 atoms, Si360O140, from a study of silicon, its oxide and their interface. The atomic structure is a simulated model.
Doubt: the forces sum to 2.16 eV/angstrom along one axis rather than to zero, so they err by at least 0.0043 eV/angstrom per atom on average; the grid cutoff is modest.

Settings
functional: PBE
method: Gaussian and plane waves
basis set: DZVP-MOLOPT-SR-GTH
pseudopotentials: GTH-PBE
grid cutoff: 300 Ry, relative cutoff 40 Ry
k points: Gamma only
occupations: fixed
spin: none
net charge: 0

Cell vectors (angstrom)
a	16.32	0	0
b	0	16.32	0
c	-1.7559	6.6594	33.2337

Atoms and the computed forces on them: element, x, y, z (angstrom), force x, y, z (eV/angstrom)
Si	-1.681	-1.023	1.578	0.057	-0.002	-0.092
Si	0.963	1.833	1.442	-0.017	0.012	-0.086
Si	-0.076	5.392	2.595	-0.025	0.009	-0.023
Si	0.768	7.321	1.42	-0.119	0.022	0.491
Si	-0.904	-7.252	1.692	-0.009	-0.043	-0.008
Si	1.76	-4.311	1.603	-0.278	0.119	0.825
Si	4.579	-1.744	1.459	0.037	-0.026	0.011
Si	-10.469	1.652	1.382	-0.336	0.18	0.475
Si	4.492	3.592	1.548	-0.038	-0.023	-0.048
Si	7.288	6.252	1.364	0.008	-0.04	0.007
Si	3.832	9.702	1.42	0.269	-0.157	0.731
Si	-9.957	-3.489	1.569	-0.284	0.21	0.522
Si	-6.432	-1.75	1.387	0.016	-0.014	-0.015
Si	-3.431	0.623	1.736	0.12	0.011	0.696
Si	-7.174	4.647	1.356	-0.064	-0.033	-0.053
Si	-3.875	5.827	-1.321	0.004	0.022	-0.092
Si	-6.875	-6.805	1.401	-0.133	0.149	0.597
Si	-4.718	-3.518	1.392	-0.008	0.043	-0.07
Si	0.025	0.069	2.762	0.005	0.012	0.017
Si	2.678	2.745	2.768	0.02	-0.025	0.021
Si	-0.861	3.416	1.405	0.017	-0.02	0.06
Si	2.645	8.123	2.689	0.003	-0.008	-0.004
Si	0.097	-5.472	2.837	0.033	0.034	-0.076
Si	2.886	-2.698	2.815	-0.009	0.053	-0.061
Si	5.355	-0.036	2.909	-0.05	-0.112	0.005
Si	-8.058	2.837	2.584	0.271	0.24	0.36
Si	5.561	5.319	2.714	0.028	0.042	0.055
Si	-8.216	8.086	2.671	-0.032	0.024	-0.037
Si	5.429	-5.385	2.686	-0.034	0.014	-0.057
Si	-8.172	-2.588	2.805	-0.012	0.028	0.015
Si	-5.374	-0.155	2.797	0.002	0.013	-0.044
Si	-2.606	2.582	2.746	-0.03	0.015	-0.067
Si	-5.417	5.647	2.536	0.057	0.026	-0.007
Si	-2.817	8.188	2.674	-0.011	0.022	0.016
Si	-5.607	-5.284	2.702	0.018	-0.047	-0.032
Si	-2.835	-2.739	2.688	-0.019	-0.038	-0.034
Si	-1.299	1.343	4.24	-0.001	-0.022	-0.044
Si	1.365	4.188	4.075	-0.042	-0.015	-0.063
Si	-1.499	6.705	4.008	0.041	0	-0.044
Si	1.427	9.497	4.201	0.029	-0.006	-0.019
Si	-1.405	-4.101	4.012	0.008	-0.01	0.023
Si	1.401	-1.338	4.052	0.018	-0.025	0.013
Si	3.922	1.299	4.178	0.011	0.069	-0.009
Si	6.847	3.987	4.129	0.005	0.005	-0.057
Si	4.099	6.743	3.964	-0.007	0.037	-0.019
Si	6.76	-6.82	4.007	0.03	0.02	0.018
Si	4.157	-4.086	4.197	-0.026	-0.015	0.023
Si	-9.438	-1.214	4.211	0.054	-0.027	-0.024
Si	-6.75	1.384	3.956	-0.046	-0.003	0.009
Si	-4.064	4.117	3.87	-0.027	0.023	0.014
Si	-6.772	6.847	4.068	0.008	-0.056	-0.015
Si	-4.135	-6.68	4.002	-0.022	-0.011	0.016
Si	-6.92	-4.047	4.169	-0.029	-0.003	-0.009
Si	-4.084	-1.46	4.233	0.025	-0.019	-0.007
Si	-2.711	-0.033	5.509	0.012	-0.001	0.044
Si	0.045	2.783	5.484	0	-0.004	-0.046
Si	-2.781	5.386	5.413	-0.012	-0.016	0.024
Si	-0.06	8.095	5.38	0.025	0.013	-0.052
Si	-2.74	-5.428	5.421	-0.018	0.004	0.006
Si	-0.012	-2.724	5.359	-0.047	0.038	0.036
Si	2.647	-0.034	5.555	0.009	-0.035	0.017
Si	5.402	2.671	5.444	0.002	-0.014	0.001
Si	2.753	5.472	5.433	0.019	0.01	0.029
Si	5.406	-8.176	5.369	-0.027	-0.021	-0.006
Si	2.771	-5.445	5.533	-0.02	0.017	-0.013
Si	5.519	-2.681	5.496	-0.012	-0.033	-0.029
Si	-8.072	0.126	5.491	0.023	0.008	-0.001
Si	-5.406	2.764	5.312	0.031	0.014	0.004
Si	-8.117	5.425	5.42	0.032	0.012	-0.049
Si	-5.441	8.229	5.405	0.024	0.028	-0.006
Si	-8.223	-5.488	5.451	-0.009	0	0.017
Si	-5.491	-2.768	5.541	0.025	-0.003	-0.022
Si	-1.333	-1.392	6.816	0.032	-0.022	-0.011
Si	1.34	1.388	6.867	-0.013	-0.013	0.013
Si	-1.38	4.092	6.805	-0.001	-0.001	0.005
Si	1.343	6.803	6.777	0.007	-0.021	-0.014
Si	-1.38	9.493	6.754	-0.03	0.02	-0.001
Si	1.339	-4.069	6.782	-0.026	0.027	-0.012
Si	4.09	-1.372	6.838	-0.019	0.03	0.009
Si	6.799	1.385	6.833	-0.008	0.014	0.009
Si	4.084	4.081	6.794	-0.018	-0.021	0.002
Si	-9.518	6.796	6.742	-0.031	0.019	-0.014
Si	4.111	-6.837	6.83	0.033	0.002	0.018
Si	6.808	-4.095	6.841	0.007	0.007	0.007
Si	-6.793	-1.323	6.843	-0.004	0.02	0.025
Si	-4.091	1.393	6.762	-0.013	0.013	-0.01
Si	-6.759	4.075	6.764	0.009	-0.016	-0.008
Si	-4.1	6.815	6.75	0.009	-0.004	-0.008
Si	-6.813	-6.797	6.802	0.005	-0.003	0.016
Si	-4.088	-4.112	6.839	0.003	-0.015	0.024
Si	-0.014	-0.002	8.187	-0.011	0.032	0.007
Si	2.734	2.733	8.185	0.005	-0.005	0.009
Si	-0.005	5.447	8.154	-0.009	-0.002	0
Si	2.703	-8.168	8.157	-0.024	0.027	-0.003
Si	-0.02	-5.452	8.124	0.003	-0.002	0.009
Si	2.705	-2.727	8.169	0.009	-0.004	0.001
Si	5.451	0	8.184	0.021	-0.009	0.004
Si	-8.146	2.752	8.155	-0.007	0.007	0.007
Si	-10.872	5.451	8.138	-0.003	-0.009	-0.002
Si	8.146	-8.171	8.139	0.019	0.005	0.007
Si	5.446	-5.454	8.186	-0.007	-0.004	0.009
Si	8.169	-2.715	8.179	0.005	-0.011	0.004
Si	-5.423	0.036	8.169	-0.004	-0.01	0.013
Si	-2.73	2.72	8.152	0.025	0.009	0.015
Si	-5.435	5.452	8.136	-0.003	0.003	0.005
Si	-2.734	8.151	8.134	-0.003	-0.021	0.002
Si	-5.452	-5.461	8.184	0.01	0.005	0.016
Si	-2.712	-2.738	8.169	-0.007	0.004	0.009
Si	-1.385	1.344	14.945	-0.018	0.02	-0.009
Si	1.346	4.098	14.941	-0.007	0.01	-0.004
Si	-1.362	6.808	14.951	0.01	-0.006	-0.009
Si	1.375	-6.757	14.964	-0.043	0.012	0.002
Si	-1.358	-4.074	14.979	0.011	-0.015	-0.008
Si	1.353	-1.376	14.96	0.005	0.002	-0.002
Si	4.081	1.341	14.942	0.014	-0.008	0.001
Si	-9.505	4.079	14.905	0.004	-0.006	-0.022
Si	4.075	-9.471	14.917	0.005	-0.011	-0.011
Si	6.789	-6.773	14.998	0.02	-0.005	0.004
Si	4.094	-4.089	14.992	-0.001	0.014	-0.004
Si	6.81	-1.371	14.978	-0.004	0.009	-0.004
Si	-6.802	1.334	14.933	0.004	-0.012	-0.003
Si	-4.092	4.072	14.96	-0.01	-0.015	0
Si	-6.794	6.811	14.957	-0.015	-0.002	-0.007
Si	-4.067	9.529	14.975	0.015	-0.004	0.003
Si	-6.808	-4.072	14.974	-0.007	0.004	-0.01
Si	-4.079	-1.386	14.97	0.001	0.003	-0.007
Si	-2.699	-0.052	16.328	0.019	-0.003	-0.007
Si	-0.039	2.73	16.279	-0.002	-0.015	-0.005
Si	-2.723	5.439	16.304	0.015	-0.007	0.01
Si	-0.008	8.204	16.283	0.016	0.009	-0.029
Si	-2.72	-5.418	16.348	0.015	0.001	0.002
Si	-0.006	-2.714	16.349	-0.002	0.013	0
Si	2.721	-0.025	16.306	-0.002	0.005	-0.009
Si	5.474	2.71	16.251	0.001	0.012	-0.009
Si	2.723	5.493	16.254	-0.008	0.013	0.005
Si	5.376	-8.108	16.333	-0.048	0.022	0.017
Si	2.741	-5.432	16.379	0.035	-0.026	0.008
Si	5.462	-2.734	16.356	0.009	0.003	0.001
Si	-8.116	-0.035	16.327	0.011	0.018	0.007
Si	-5.484	2.708	16.295	-0.006	-0.013	-0.008
Si	-8.148	5.416	16.28	-0.008	-0.021	-0.007
Si	-5.433	8.168	16.324	-0.001	0.004	-0.01
Si	-8.175	-5.394	16.364	-0.019	0	-0.006
Si	-5.439	-2.74	16.349	-0.011	-0.004	-0.003
Si	-1.359	-1.398	17.77	-0.008	0.007	-0.001
Si	1.263	1.292	17.596	-0.026	0.025	-0.029
Si	-1.332	4.126	17.673	-0.02	-0.007	0.017
Si	1.438	6.937	17.611	-0.002	0.018	-0.033
Si	-1.38	-6.814	17.68	0.023	0.014	-0.006
Si	1.382	-4.043	17.7	-0.056	0.042	0.007
Si	4.128	-1.332	17.682	-0.004	-0.003	-0.023
Si	-9.421	1.418	17.62	0.007	-0.011	-0.021
Si	4.043	4.045	17.533	0.043	-0.003	-0.011
Si	-9.569	6.773	17.544	0.027	-0.025	-0.022
Si	4.079	-6.753	17.831	0.027	-0.018	-0.02
Si	-9.553	-4.088	17.802	-0.013	0.012	-0.01
Si	-6.831	-1.451	17.737	-0.008	-0.009	0.007
Si	-4.127	1.303	17.584	-0.005	0.027	-0.021
Si	-6.817	4.067	17.7	-0.01	0.004	-0.006
Si	-4.119	6.745	17.673	-0.017	-0.03	-0.005
Si	-6.746	9.594	17.66	-0.007	-0.004	0.026
Si	-4.045	-4.04	17.737	0.035	-0.005	-0.025
Si	0.009	-0.027	19.112	0.027	0.008	0.014
Si	2.63	2.683	18.819	-0.013	0.043	0.035
Si	0.115	5.596	18.923	-0.003	-0.042	0.021
Si	2.687	8.22	19.19	-0.03	-0.013	0.04
Si	0.011	-5.447	19.003	0.044	-0.051	0.063
Si	2.76	-2.665	19.061	0.018	-0.011	0.055
Si	5.553	0.084	18.931	0.001	-0.024	-0.011
Si	-8.141	2.728	19.125	0.013	-0.018	-0.025
Si	5.4	5.378	18.872	-0.008	0.006	-0.002
Si	-8.205	8.181	18.797	-0.031	0.022	0.047
Si	5.412	-5.387	19.266	-0.011	0.008	0.035
Si	-8.191	-2.776	19.205	0.045	0.037	-0.008
Si	-5.425	-0.073	18.991	0.029	0.011	-0.001
Si	-2.774	2.676	18.88	0.02	-0.03	0.031
Si	-5.452	5.377	19.084	0.021	-0.004	-0.03
Si	-2.776	-8.206	19	0.035	0.048	0.061
Si	-5.372	-5.391	19.106	-0.045	-0.015	0.023
Si	-2.715	-2.725	19.199	-0.046	-0.02	-0.008
Si	-0.463	3.241	21.176	-0.022	-0.041	-0.026
Si	1.43	4.137	20.203	0.04	0.005	0.018
Si	-2.155	4.971	21.322	0.092	-0.162	-0.599
Si	1.304	-6.672	20.57	0.031	0.042	-0.07
Si	-1.334	-4.186	20.462	-0.042	-0.019	0.065
Si	1.45	-1.31	20.503	0.038	0.073	0.048
Si	4.063	1.417	20.126	0.049	-0.027	-0.038
Si	-9.646	4.08	20.38	-0.016	-0.056	0.079
Si	5.834	7.638	21.524	0.017	0.043	0.024
Si	-9.445	9.412	20.36	0.002	-0.031	0.003
Si	4.012	-3.938	20.636	0.051	-0.009	0.03
Si	6.797	-1.23	20.446	-0.001	0.024	-0.009
Si	-6.699	1.308	20.385	-0.026	0.067	0.052
Si	-4.05	3.955	20.391	-0.04	-0.04	0.087
Si	-6.943	6.821	20.193	-0.008	0.004	0.043
Si	-4.079	-6.862	20.448	-0.033	-0.019	-0.01
Si	-6.767	-4.163	20.585	0.012	0.006	0.03
Si	-4.095	-1.304	20.523	0.011	-0.013	0.004
Si	-3.05	0.445	21.804	-0.006	0.019	0.018
Si	-1.46	1.356	20.311	-0.072	-0.047	-0.005
Si	-1.281	6.883	20.321	0.036	-0.035	0.022
Si	-0.498	8.66	21.726	0.02	0.082	0.045
Si	-2.255	-6.025	21.725	0.175	-0.09	-0.573
Si	0.454	-3.146	21.594	0.226	-0.222	-0.563
Si	3.303	-0.228	21.622	-0.032	-0.29	-0.426
Si	4.834	3.128	21.552	-0.031	0.015	0.049
Si	3.209	4.902	21.581	0.068	-0.12	-0.426
Si	4.089	6.682	20.32	-0.007	0.016	0.015
Si	2.169	-4.856	21.917	-0.04	-0.054	-0.02
Si	4.968	-2.021	21.706	-0.231	0.053	-0.623
Si	-7.913	-0.115	21.813	-0.356	0.348	-0.155
Si	-4.883	2.096	21.679	0.362	-0.058	-0.58
Si	-8.747	5.959	21.439	-0.196	0.124	-0.604
Si	-5.921	-7.898	21.548	-0.174	0.34	-0.44
Si	-7.618	-6.13	21.674	0.038	-0.047	-0.002
Si	1.436	-0.982	-4.995	-0.045	0.044	0.002
Si	-2.56	-4.675	24.425	-0.109	-0.085	-0.02
Si	-1.651	6.782	25.966	-0.073	0.079	-0.073
Si	-2.72	-0.197	24.195	0.587	-0.216	-0.414
Si	-1.199	-2.736	-5.171	-0.001	0.115	0.057
Si	-4.56	-2.566	23.905	-0.405	-0.003	-0.514
Si	-0.061	3.226	23.382	0.027	-0.092	-0.658
Si	-10.702	-8.122	23.793	-0.132	-0.267	-0.695
Si	1.763	4.27	26.846	-0.047	-0.046	-0.063
Si	-8.544	6.137	24.469	0.076	0.018	-0.193
Si	3.873	-7.596	26.16	-0.107	-0.07	0.056
Si	5.366	5.99	-4.538	-0.045	-0.119	-0.072
Si	-8.739	-5.74	23.678	0.461	-0.243	-0.523
Si	-2.483	4.421	24.207	0.07	-0.029	-0.143
Si	2.018	-4.82	24.402	-0.028	0.066	-0.093
Si	-5.785	7.501	24.508	-0.005	-0.041	-0.069
Si	-8.098	3.463	25.23	-0.035	-0.071	-0.04
Si	-2.357	-6.626	-4.241	-0.076	0	-0.098
Si	-5.726	-2.423	21.883	0.385	-0.297	-0.156
Si	-4.733	1.216	-0.982	-0.037	0.022	0.022
Si	-1.477	4.086	-0.749	0.137	-0.439	0.535
Si	-7.387	3.395	-3.34	-0.1	-0.113	-0.003
Si	-4.046	-4.405	-0.677	-0.228	0.281	0.493
Si	-6.278	3.923	-0.713	-0.195	0.23	0.514
Si	1.231	-7.991	-4.655	-0.227	-0.558	-0.01
Si	1.675	5.658	24.135	0.109	-0.079	-0.062
Si	-9.641	-0.919	-2.252	0.028	0.153	0.137
Si	-2.818	-2.161	-2.588	-0.001	0.068	-0.005
Si	4.447	3.316	-3.372	-0.029	0.145	-0.075
Si	0.457	1.428	-3.467	0.016	0.097	0.025
Si	-9.59	-6.674	-5.548	0.041	-0.008	0.06
Si	-7.907	-3.178	-2.677	0.071	0.12	0.091
Si	-6.144	-3.342	-5.095	0.091	0.038	0.054
Si	-5.304	3.077	24.573	0.122	-0.108	-0.081
Si	3.848	-4.596	25.823	-0.508	0.061	-0.381
Si	-4.991	2.086	-4.531	0.198	-0.048	-0.059
Si	4.377	-0.264	-0.435	-0.069	-0.438	0.58
Si	-8.853	0.886	23.771	0.398	-0.199	-0.435
Si	3.734	2.23	26.307	-0.032	0.042	-0.027
Si	-6.71	-6.455	25.97	-0.005	-0.111	-0.093
Si	1.885	3.485	-5.309	0.192	-0.193	-0.628
Si	-9.899	6.435	-0.823	0.285	-0.102	0.642
Si	-1.622	-6.099	-0.14	0.105	-0.363	0.413
Si	-2.241	6.56	-3.973	-0.059	-0.091	0.116
Si	-5.029	-5.456	-3.214	0.041	0.082	-0.041
Si	5.208	-7.111	-1.333	-0.116	-0.047	0.045
Si	4.167	-7.742	-4.118	0.02	0.019	0.086
Si	3.967	4.414	-0.564	0.187	-0.254	0.572
Si	1.418	0.993	-0.727	0.072	0.426	0.535
Si	0.245	-3.89	-0.838	0.07	-0.076	-0.01
Si	-2.515	2.073	-3.011	0.034	0.071	0.017
Si	0.808	6.131	-4.074	0.066	0.539	-0.237
Si	-0.918	-0.79	25.727	-0.467	-0.068	-0.448
Si	-0.087	-6.155	-2.619	0.027	0.046	0.108
Si	-4.754	-0.714	-4.534	0.069	-0.102	-0.074
Si	-3.842	1.488	26.476	-0.011	-0.036	-0.016
Si	-8.748	-5.169	-0.685	0.054	-0.037	0.186
Si	-4.766	-4.193	26.376	0.143	0.051	-0.059
Si	4.568	1.712	23.419	-0.174	0.465	-0.35
Si	0.188	-3.349	24.549	0.67	-0.298	0.077
Si	-8.279	6.203	-3.378	-0.097	0.016	0.051
Si	-10.11	-3.153	24.309	-0.098	-0.01	-0.076
Si	1.046	-6.627	25.673	-0.434	0.193	-0.02
Si	-4.497	7.426	1.143	0.25	-0.365	0.654
Si	1.221	5.761	-1.107	-0.039	0.111	0.024
Si	-7.004	-0.994	-0.833	0.041	-0.148	0.497
Si	0.017	-8.023	24.032	0.101	0.569	-0.16
Si	-7.128	-7.527	-4.226	-0.057	-0.09	-0.16
Si	-9.116	-1.025	26.07	-0.073	0.076	0.146
Si	1.013	1.731	25.561	0.004	-0.015	0.099
Si	-9.684	1.388	-4.278	0.009	0.129	-0.045
Si	-4.252	6.311	26.72	0.013	0.05	-0.028
Si	-0.945	-1.177	-0.691	-0.271	-0.058	0.768
Si	-1.38	1.359	9.527	-0.011	-0.041	0.009
Si	1.352	4.088	9.525	-0.011	-0.009	-0.005
Si	-1.366	6.809	9.508	0.021	0.015	0.001
Si	1.35	-6.791	9.502	0.018	-0.007	0.009
Si	-1.36	-4.101	9.521	-0.019	0.003	0.003
Si	1.364	-1.353	9.533	-0.003	0.017	-0.006
Si	4.09	1.366	9.537	0.004	0.01	0.002
Si	-9.512	4.104	9.517	0.029	0.011	0.008
Si	4.075	6.797	9.51	0	-0.009	-0.014
Si	6.815	-6.806	9.528	-0.003	0.019	0.001
Si	4.067	-4.091	9.522	-0.011	-0.027	0.004
Si	6.799	-1.371	9.537	-0.022	-0.01	0.001
Si	-6.805	1.375	9.52	-0.014	0.006	-0.009
Si	-4.08	4.093	9.505	-0.001	0.016	-0.005
Si	-6.806	6.797	9.503	-0.006	-0.03	0.006
Si	-4.084	-6.822	9.524	-0.018	-0.013	0.005
Si	-6.791	-4.077	9.535	0.015	0.01	-0.001
Si	-4.068	-1.353	9.515	0.033	0.022	0.002
Si	-2.72	-0.006	10.89	-0.002	0.02	0.003
Si	-0.008	2.719	10.878	-0.002	0.005	-0.003
Si	-2.723	5.447	10.871	0.011	-0.019	0.003
Si	-0.01	-8.147	10.866	-0.018	0.002	-0.005
Si	-2.726	-5.451	10.882	0.003	-0.016	0.009
Si	-0.001	-2.725	10.876	0.015	0.002	0.002
Si	2.726	0.001	10.894	0.016	-0.004	0.002
Si	-10.87	2.733	10.88	-0.003	-0.014	-0.007
Si	2.716	5.446	10.881	0	0	-0.002
Si	5.435	-8.155	10.872	0.003	0.001	-0.002
Si	2.709	-5.442	10.876	-0.011	0.015	0.003
Si	5.432	-2.732	10.885	-0.01	0.008	-0.006
Si	-8.154	-0.002	10.876	0.014	-0.003	0
Si	-5.44	2.733	10.87	-0.002	0.001	-0.004
Si	-8.155	5.453	10.884	-0.011	0.018	0.004
Si	-5.452	8.151	10.883	0.005	-0.003	-0.004
Si	-8.154	-5.44	10.891	0.003	-0.007	-0.001
Si	-5.427	-2.716	10.881	-0.011	-0.002	-0.004
Si	-1.36	-1.369	12.245	-0.018	0.013	0.003
Si	1.359	1.365	12.242	-0.011	0	0
Si	-1.375	4.078	12.234	0.007	0.004	0.006
Si	1.347	-9.506	12.225	0	0.019	-0.002
Si	-1.355	-6.793	12.246	0.018	-0.008	0.004
Si	1.361	-4.076	12.238	0.002	-0.007	0.005
Si	4.077	-1.376	12.25	0.005	-0.005	0.008
Si	-9.524	1.348	12.229	-0.001	0.016	-0.003
Si	-12.238	4.092	12.24	0.003	0.001	-0.002
Si	6.805	-9.498	12.235	0.001	-0.017	-0.008
Si	4.081	-6.788	12.233	-0.007	-0.004	0
Si	6.802	-4.079	12.247	-0.008	-0.006	-0.002
Si	-6.791	-1.359	12.237	0.002	0.005	0.004
Si	-4.089	1.359	12.226	-0.001	-0.011	-0.005
Si	-6.794	4.085	12.237	-0.001	-0.012	0.001
Si	-4.079	6.803	12.238	-0.012	-0.003	0
Si	-6.802	9.518	12.255	0.008	0.001	-0.001
Si	-4.083	-4.09	12.245	0.017	0.012	0.003
Si	0.003	-0.003	13.599	0.02	0.006	0.009
Si	2.723	2.728	13.6	0.019	0.015	0.006
Si	-0.015	5.447	13.58	-0.014	-0.024	-0.007
Si	2.699	-8.131	13.577	0.003	-0.015	0.007
Si	0.003	-5.419	13.604	0.011	0.021	-0.004
Si	2.723	-2.739	13.617	-0.017	-0.002	0
Si	5.446	-0.021	13.599	-0.017	-0.015	0
Si	-8.155	2.7	13.57	-0.015	-0.022	0.003
Si	-10.873	5.467	13.584	0.022	0.025	-0.004
Si	8.145	-8.144	13.624	-0.022	0	-0.006
Si	5.442	-5.434	13.608	-0.002	0	0.008
Si	8.168	-2.714	13.6	0.019	0.021	-0.005
Si	-5.422	-0.012	13.596	0.008	0.037	-0.003
Si	-2.741	2.712	13.59	-0.018	-0.029	-0.012
Si	-5.436	5.447	13.599	0.019	0.004	0.006
Si	-2.72	8.171	13.598	0.014	0.021	-0.002
Si	-5.446	-5.443	13.618	-0.022	-0.02	0
Si	-2.721	-2.735	13.604	-0.004	-0.012	0.005
O	-8.871	2.016	1.375	0.367	-0.469	-0.2
O	-8.457	0.125	25.149	0.342	0.062	0.144
O	-10.091	-6.621	23.852	-0.245	0.239	-0.004
O	-5.19	2.142	25.881	-0.467	-0.144	0.292
O	-8.576	-6.805	-4.303	-0.149	0.274	0.413
O	-0.047	-2.66	23.09	-0.206	0.676	-0.098
O	3.345	0.656	23.049	-0.448	-0.196	0.47
O	5.308	-7.285	-5.151	-0.106	-0.096	-0.428
O	-9.754	7.168	24.592	-0.006	-0.026	0.38
O	-9.421	-0.044	-3.592	0.21	-0.296	-0.405
O	3.187	3.307	-4.36	0.265	-0.164	0.195
O	5.409	-2.211	23.28	-0.329	0.059	0.13
O	2.472	1.238	26.037	-0.045	-0.744	0.037
O	-8.268	5.624	22.963	0.12	-0.514	0.292
O	-7.652	4.853	-3.971	-0.085	-0.11	-0.505
O	-7.489	-3.352	-4.218	-0.439	-0.242	-0.326
O	-5.688	-7.801	0.865	0.168	0.007	-0.467
O	-3.396	2.487	-4.33	0.211	0.235	-0.609
O	-0.045	0.565	25.742	0.009	0.089	0.088
O	1.385	-3.521	0.228	0.191	0.52	-0.268
O	2.919	5.331	23.153	0.486	0.156	0.244
O	2.864	0.227	-0.803	-0.057	-0.249	-0.294
O	-3.757	0.688	0.156	0.44	-0.298	-0.116
O	4.295	-7.254	-0.008	-0.44	-0.324	-0.072
O	1.13	1.929	-2.053	-0.111	0.644	0.028
O	-1.118	-5.707	-3.764	0.031	0.474	-0.366
O	-7.213	7.41	-3.398	0.383	-0.102	0.24
O	-8.955	4.828	25.316	-0.476	-0.155	0.154
O	-1.368	7.76	24.734	-0.694	0.319	-0.089
O	-8.55	-0.484	-1.093	-0.276	0.153	0.074
O	-7.767	-6.134	0.184	-0.127	0.003	-0.151
O	4.322	-6.985	-2.686	-0.535	0.622	0.147
O	-6.894	-1.325	22.296	-0.089	-0.103	0.436
O	-0.979	-6.822	-1.441	-0.199	-0.633	-0.221
O	-5.308	2.638	-0.48	-0.14	-0.077	0.606
O	-0.783	5.889	-3.772	-0.204	-0.551	-0.025
O	-2.623	-5.875	23.341	-0.004	-0.192	0.318
O	-1.443	-0.885	27.29	-0.414	0.176	0.283
O	0.184	-0.047	-0.807	-0.112	-0.066	-0.141
O	-9.032	-2.381	25.218	0.376	-0.302	-0.294
O	-5.317	5.079	-1.385	-0.115	0.119	-0.299
O	-3.435	-4.927	25.767	0.108	-0.118	0.121
O	0.776	2.463	-4.678	-0.337	0.024	-0.331
O	-5.282	-3.167	25.227	-0.61	0.064	0.096
O	-1.021	-4.421	24.844	-0.031	-0.554	0.207
O	-2.971	1.058	25.195	0.362	0.501	0.142
O	2.436	4.942	-0.43	-0.108	-0.173	0.332
O	0.43	4.736	23.705	-0.173	0.383	0.083
O	1.598	6.036	-2.647	0.444	0.012	-0.085
O	-9.213	-3.857	0.147	0.099	0.261	-0.18
O	-5.49	2.244	23.204	-0.361	-0.217	0.075
O	-0.164	4.947	-1.125	0.051	0.017	0.065
O	0.049	-2.103	25.576	0.257	-0.161	0.281
O	-9.262	-4.225	23.458	0.21	0.304	-0.472
O	-1.909	3.238	-2.068	0.25	-0.026	-0.034
O	0.719	-4.875	-2.032	0.757	0.321	-0.31
O	-5.541	7.59	22.922	0.053	-0.415	-0.183
O	-6.603	3.975	24.854	0.204	0.554	-0.251
O	4.011	3.392	-1.823	-0.254	-0.489	-0.025
O	-7.982	-4.629	-1.989	0.366	-0.407	-0.316
O	-2.16	-0.947	-1.738	-0.402	0.424	-0.227
O	-6.82	-2.236	-1.891	0.488	-0.208	-0.12
O	-4.098	-1.492	-3.294	-0.087	0.072	-0.034
O	-5.832	3.088	-3.606	0.421	0.266	0.277
O	0.705	3.109	26.383	-0.719	0.143	0.488
O	-8.795	5.876	-1.877	0.383	-0.23	0.35
O	0.984	2.151	23.99	0.469	-0.129	-0.303
O	-4.697	6.523	25.182	0.331	-0.508	-0.137
O	-1.169	1.243	-3.408	-0.229	-0.698	-0.284
O	4.339	2.509	24.824	-0.094	0.637	0.008
O	-8.348	-1.132	27.491	0.606	0.085	0.082
O	-0.365	6.636	26.919	0.542	0.41	-0.143
O	1.209	7.178	23.94	0.179	0.155	-0.38
O	5.014	5.622	-0.881	-0.038	0.172	-0.182
O	-4.321	0.27	27.413	-0.462	-0.514	-0.198
O	-3.687	0.03	-5.516	-0.125	0.55	-0.109
O	-4.029	7.153	-0.405	0.002	0.498	-0.252
O	2.737	-5.484	1.035	0.111	-0.223	-0.581
O	-3.618	-6.187	-3.364	0.056	-0.278	0.486
O	5.147	-3.835	25.287	0.181	0.219	0.279
O	-5.666	-7.31	25.077	0.329	0.372	0.09
O	-3.947	4.794	27.132	-0.574	-0.184	-0.086
O	-5.953	0.184	-1.225	0.026	0.158	-0.131
O	-3.182	-3.33	-1.537	0.228	0.189	-0.19
O	-5.065	-4.259	-4.312	0.511	0.131	-0.214
O	-1.86	-2.814	-3.706	-0.149	-0.493	0.206
O	-2.795	4.981	-0.458	0.108	0.092	0.387
O	1.039	7.097	-0.199	-0.154	0.542	-0.256
O	-0.255	-2.483	-1.374	-0.044	0.141	-0.592
O	-8.564	2.466	24.045	0.027	0.292	-0.36
O	2.898	-1.689	-5.061	0.314	0.152	0.336
O	-1.534	3.113	24.078	-0.432	-0.639	0.574
O	-2.911	2.508	27.307	0.642	-0.31	0.251
O	-3.989	3.956	24.403	-0.162	0.373	-0.212
O	-2.921	7.226	26.878	-0.051	0.387	0.282
O	-3.285	6.12	-2.806	-0.254	0.065	-0.195
O	4.585	7.898	27.362	0.196	-0.4	-0.208
O	-2.407	5.351	22.897	0.032	0.369	0.126
O	-3.71	1.319	-2.219	0.105	-0.396	-0.092
O	5.375	4.583	-3.76	0.252	0.033	-0.19
O	-2.754	6.18	-5.449	-0.222	-0.021	-0.05
O	-3.202	-5.762	-0.296	-0.274	-0.389	0.314
O	3.251	-3.835	27.133	-0.134	0.456	-0.106
O	-2.053	8.152	-3.934	0.19	0.175	-0.055
O	-9.484	6.637	-4.369	0.179	0.582	-0.15
O	-7.241	-7.364	27.178	-0.405	-0.145	-0.322
O	2.261	-7.621	26.248	-0.32	-0.383	-0.043
O	-7.229	6.931	24.939	0.007	-0.085	0.27
O	-0.958	-4.607	-0.033	-0.213	0.282	0.568
O	5.144	-0.839	-1.743	-0.044	-0.114	-0.493
O	-4.113	-1.056	24.287	-0.182	0.519	0.042
O	-10.115	-5.87	-1.157	-0.072	0.304	-0.25
O	5.298	1.029	-0.027	0.016	0.224	-0.312
O	5.316	1.986	-3.57	-0.225	-0.258	0.124
O	-1.963	5.298	25.432	0.018	-0.349	0.34
O	4.362	-6.058	26.315	0.286	0.042	0.133
O	-7.906	-5.907	25.052	-0.187	0.216	0.255
O	1.325	4.999	-5.121	0.036	0.351	-0.35
O	-5.202	-4.9	-1.705	-0.482	0.034	0.085
O	-10.183	7.906	-1.416	0.376	0.017	-0.024
O	-5.628	-1.82	-5.308	-0.116	0.208	-0.432
O	-8.401	2.334	-3.997	0.116	-0.01	0.01
O	-8.191	2.726	26.664	-0.434	-0.66	0.159
O	4.249	-8.128	24.668	-0.626	-0.02	-0.41
O	0.876	-7.256	-3.247	0.535	-0.305	0.491
O	1.174	-0.013	-3.737	0.328	-0.238	0.512
O	-5.941	-5.231	26.642	-0.179	0.006	0.593
O	2.029	5.357	25.675	0.1	0.226	0.149
O	4.291	6.98	-3.862	-0.404	-0.161	0.206
O	-9.349	-2.461	-2.624	-0.532	-0.32	-0.137
O	4.798	1.539	27.284	0.428	0.397	0.266
O	0.278	-2.107	-5.034	0.066	-0.25	-0.096
O	-5.558	0.607	-4.095	-0.646	0.005	0.41
O	-6.163	-6.545	-3.445	-0.123	-0.226	0.524
O	-3.151	-3.365	23.67	0.318	0.249	-0.622
O	-10.69	-0.755	26.401	-0.418	-0.363	-0.365
O	2.768	-7.501	-4.878	0.29	0.17	-0.562
O	-10.453	0.747	23.552	-0.189	-0.648	-0.297
O	3.2	3.557	27.068	0.396	0.142	0.271
O	-7.476	3.459	-1.719	-0.518	-0.149	0.17

Results
total energy: -99895.336 eV
total energy less fixed offsets of O -438.25, Si -107.07 eV per atom: 4.864 eV
